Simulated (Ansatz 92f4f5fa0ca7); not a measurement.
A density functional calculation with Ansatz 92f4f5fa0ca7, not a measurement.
Periodic cell of 212 atoms, Si132O80, from a study of silicon, its oxide and their interface. The atomic structure is a simulated model.
Doubt: the cutoff is far below the 930 eV that the study's wrapper takes by default for these files, so forces and energies are approximate.
This geometry differs little from another in the collection (a relaxation step or a small displacement).

Settings
functional: PBE
potential files: Ansatz PAW
basis: plane waves
wave-function cutoff: 580 eV
density cutoff ratio: 5
exchange-correlation grid ratio: 1
k mesh: 1 x 1 x 1, Gamma-centred
self-consistency stop: 5e-08 eV per atom in the density residual
occupations: fixed
spin: none
net charge: 0

Cell vectors (angstrom)
a 10.938 0 0
b 0 10.938 0
c 0 0 31.1125

Atoms: element, x, y, z (angstrom)
Si 10.5618 0.4709 23.559
Si 5.1414 0.3385 23.6987
Si 3.3939 2.1764 23.6278
Si 8.7564 2.2508 23.8228
Si 10.579 5.8064 23.6587
Si 4.9957 5.7943 23.7711
Si 3.3042 7.6581 23.7338
Si 8.8876 7.6475 23.6494
Si 1.4582 1.3413 24.8456
Si 6.9015 1.3039 24.9811
Si 4.1199 4.0072 25.028
Si 9.6689 4.0655 25.0307
Si 1.4261 6.7783 24.9186
Si 6.9266 6.7912 24.837
Si 4.1646 9.5106 24.9746
Si 9.6753 9.5545 24.8665
Si 2.7367 -0.0573 26.3011
Si 8.2451 -0.0957 26.3148
Si 0.1215 2.6969 26.3279
Si 5.5502 2.7023 26.3555
Si 2.7243 5.3992 26.3417
Si 8.207 5.4224 26.3127
Si 0.078 8.1991 26.2974
Si 5.5755 8.1642 26.3023
Si 4.1018 1.3673 27.6943
Si 9.5708 1.3673 27.6943
Si 1.3673 4.1018 27.6943
Si 6.8362 4.1018 27.6943
Si 4.1018 6.8362 27.6943
Si 9.5708 6.8362 27.6943
Si 1.3673 9.5708 27.6943
Si 6.8362 9.5708 27.6943
Si 0 0 29.0615
Si 5.469 0 29.0615
Si 2.7345 2.7345 29.0615
Si 8.2035 2.7345 29.0615
Si 0 5.469 29.0615
Si 5.469 5.469 29.0615
Si 2.7345 8.2035 29.0615
Si 8.2035 8.2035 29.0615
Si 1.3673 1.3673 30.4288
Si 6.8362 1.3673 30.4288
Si 4.1018 4.1018 30.4288
Si 9.5708 4.1018 30.4288
Si 1.3673 6.8362 30.4288
Si 6.8362 6.8362 30.4288
Si 4.1018 9.5708 30.4288
Si 9.5708 9.5708 30.4288
Si 2.7345 0 0.6835
Si 8.2035 0 0.6835
Si 0 2.7345 0.6835
Si 5.469 2.7345 0.6835
Si 2.7345 5.469 0.6835
Si 8.2035 5.469 0.6835
Si 0 8.2035 0.6835
Si 5.469 8.2035 0.6835
Si 4.1018 1.3673 2.0507
Si 9.5708 1.3673 2.0507
Si 1.3673 4.1018 2.0507
Si 6.8362 4.1018 2.0507
Si 4.1018 6.8362 2.0507
Si 9.5708 6.8362 2.0507
Si 1.3673 9.5708 2.0507
Si 6.8362 9.5708 2.0507
Si 0 0 3.418
Si 5.469 0 3.418
Si 2.7345 2.7345 3.418
Si 8.2035 2.7345 3.418
Si 0 5.469 3.418
Si 5.469 5.469 3.418
Si 2.7345 8.2035 3.418
Si 8.2035 8.2035 3.418
Si 1.2928 1.4131 4.7056
Si 6.7633 1.4519 4.8895
Si 4.1234 4.1175 4.7453
Si 9.4714 4.1654 4.8458
Si 1.3103 6.9117 4.8341
Si 6.7935 6.8556 4.7181
Si 4.0402 9.6306 4.825
Si 9.5494 9.5929 4.7479
Si 2.6009 0.1048 6.1441
Si 8.1911 0.0142 6.1235
Si -0.0841 2.7337 6.1041
Si 5.3737 2.8836 6.361
Si 2.7833 5.5333 6.0413
Si 8.0453 5.5565 6.2341
Si -0.0953 8.2872 6.2555
Si 5.4478 8.2106 6.0817
Si 3.338 2.0295 7.3151
Si 9.9801 0.9165 7.3763
Si 1.6616 3.8457 7.1738
Si 6.2381 4.7878 7.6493
Si 4.48 6.5123 7.4037
Si 8.9329 7.4049 7.4059
Si 0.7877 10.1741 7.424
Si 7.2088 9.1662 7.302
O 3.2844 1.5742 8.9151
O 9.0816 6.9487 8.9937
O 9.6209 1.1699 8.9791
O 6.6048 4.6914 9.3136
O 6.586 9.6113 8.7726
O 1.0555 10.0254 9.0613
O 3.9552 7.1906 8.8338
O 1.0002 4.6641 8.4767
O 2.9535 8.1104 22.1839
O 0.0581 5.3373 22.1084
O 5.72 10.7416 22.2214
O 8.2431 2.9826 22.4365
O 5.1034 5.0192 22.2917
O 10.9927 0.1698 21.9707
O 3.222 2.6267 22.0415
O 8.7849 8.0657 22.0208
Si 1.131 5.4505 18.0659
Si 3.3953 4.3192 14.2304
Si 6.6799 3.4476 10.3978
Si 6.7408 4.2397 16.3454
Si 1.1115 4.9049 10.0749
Si 9.8887 6.6186 15.2768
Si 0.8018 10.9124 20.5232
Si 6.3587 10.2668 10.232
Si 2.9199 8.6572 20.6576
Si 7.7307 7.4738 20.9282
Si 7.3122 0.8063 19.112
Si 2.5974 2.5466 20.5377
Si 0.147 0.6274 12.5127
Si 8.221 3.1197 20.8317
Si 0.0438 1.0511 15.4842
Si 9.8074 10.6664 18.0114
Si 3.2426 1.3831 15.6451
Si 3.3154 7.1435 10.3316
Si 5.3599 8.2283 12.3171
Si 11.0125 4.6374 20.6357
Si 8.5943 7.8053 17.9234
Si 4.3194 1.5316 10.1538
Si 1.8709 6.9053 15.542
Si 3.8355 6.2372 18.8608
Si 4.7624 2.4795 18.1469
Si 1.0132 9.2769 10.5053
Si 6.3214 4.2763 13.455
Si 6.0111 5.095 20.9501
Si 7.9182 6.7936 13.0476
Si 9.7695 6.9528 10.4595
Si 5.7262 9.7989 20.889
Si 2.1758 2.8492 11.938
Si 4.0267 9.1978 14.8761
Si 5.839 7.3099 16.6568
Si 8.828 1.3688 10.38
Si 9.8412 3.9087 16.3327
O 5.5295 3.721 17.3509
O 3.5597 2.1184 11.4657
O 1.3246 3.5814 20.4967
O 1.6305 1.3353 15.6216
O 7.6219 5.2201 13.2557
O 2.7128 8.2787 15.263
O 8.6126 7.0005 11.5953
O 9.4044 6.8755 16.8374
O 10.6029 0.34 14.0516
O 8.2088 2.8804 10.391
O 11.1153 4.2912 17.3458
O 4.883 10.964 10.3634
O 10.6225 -0.011 16.6481
O 0.4331 7.1186 14.7873
O 2.7233 5.0957 18.4115
O 4.5063 7.1403 11.4436
O 5.6243 2.4022 9.7387
O 4.5498 6.9443 17.5833
O 8.2779 3.9626 16.9406
O 3.8186 2.8266 19.4607
O 8.3913 7.2626 19.4553
O 10.1309 2.4266 15.7277
O 5.9877 1.5297 18.5838
O 8.3594 0.4841 17.9097
O 6.7544 3.7426 20.4235
O 6.4564 5.8641 16.1185
O 9.8312 1.1697 11.6369
O 6.6569 3.4757 14.8694
O 7.6003 0.3178 10.565
O 10.6729 8.2884 10.5946
O 2.4265 5.7893 10.4592
O 1.9941 1.0587 20.2906
O 1.3675 6.7562 17.1032
O 1.2813 1.7663 12.7223
O 9.8888 4.9903 15.1104
O 6.3157 8.2905 21.1009
O 9.5349 9.0892 18.0985
O 8.8669 7.3456 14.2463
O 7.0773 8.0736 17.3943
O 10.65 11.1033 19.3324
O 7.3085 5.9819 21.3933
O 3.8065 -0.1172 15.1692
O 6.3051 9.1172 11.3529
O 0.3507 5.7693 19.4749
O 4.3546 9.0874 13.2745
O 2.6722 5.5088 15.1264
O 6.2085 3.5805 11.9681
O 9.5666 3.9134 20.3406
O 6.4682 7.4864 13.2308
O 2.4056 8.4535 10.645
O 4.842 4.9194 13.7579
O 8.1919 1.6396 20.1888
O 1.5113 9.4423 20.4248
O 0.8609 10.3084 11.758
O 2.4597 4.1098 12.9192
O 3.0037 7.3752 19.6706
O 4.1871 9.6612 20.3613
O 10.6981 5.6193 10.6367
O 5.0542 5.6237 19.7522
O 3.6319 2.7944 14.8485
O 5.2857 8.4757 15.6457
O 6.7826 10.3752 19.8031
O 1.2937 3.4183 10.7022
O 3.8055 1.6254 17.1483

Results
free energy: -129410.702 eV
free energy less fixed offsets of O -568.88, Si -635.61 eV per atom: 0.218 eV

Forces (eV/angstrom), in the order of the atoms: element, x, y, z
Si -0.0166 0.0139 0.0143
Si -0.0237 0.0037 0.0182
Si 0.0092 -0.0183 0.0346
Si 0.0191 0.0135 -0.0051
Si -0.0169 0.0167 -0.0015
Si 0.0188 0.024 0.011
Si 0.0127 -0.0032 -0.0109
Si 0.0155 -0.0038 0.0126
Si -0.004 -0.0039 -0.0207
Si 0.0062 0.0042 -0.0092
Si 0.006 0.003 -0.0104
Si -0.006 -0.0255 -0.0201
Si 0.0006 0.0059 -0.0078
Si -0.0187 -0.0108 -0.0314
Si -0.0032 0.0011 -0.0164
Si 0.0032 -0.0071 -0.0188
Si -0.0038 -0.0011 0.0174
Si -0.0137 -0.0175 0.0123
Si 0.0147 0.0184 0.0234
Si -0.0048 0.0032 0.0175
Si -0.0262 -0.0222 0.0257
Si -0.0069 -0.0026 0.0376
Si 0.0003 0.0038 0.0155
Si 0.0154 0.0197 0.0325
Si 0.0045 -0.1935 -0.2292
Si 0.2501 -0.1748 -0.3808
Si 0.0827 -0.1409 0.6365
Si 0.1738 0.0448 0.3875
Si 0.2017 -0.1243 -0.3887
Si 0.056 0.0604 -0.3968
Si 0.1063 -0.0383 0.2356
Si 0.2227 -0.2383 0.28
Si -0.041 0.0053 0.0169
Si -0.043 -0.0141 -0.0338
Si -0.0433 0.135 0.019
Si -0.0146 0.103 -0.017
Si -0.0111 -0.07 -0.0258
Si -0.0398 -0.0026 0.0164
Si -0.0102 0.0954 -0.0182
Si -0.05 0.0931 0.0166
Si 0.0665 -0.0397 -0.0209
Si 0 -0.052 -0.0431
Si 0.0365 -0.083 0.0005
Si 0.0233 0.0263 -0.0284
Si 0.0065 -0.0365 -0.0487
Si 0.0664 -0.0341 -0.0075
Si 0.0426 -0.0316 -0.0287
Si 0.0307 -0.0567 0.0008
Si -0.0375 -0.0043 0.0086
Si -0.0628 0.0786 -0.0017
Si -0.0438 0.0573 0.0171
Si 0.0256 0.0582 0.0205
Si -0.0745 0.0784 0
Si -0.0249 -0.0604 0.0183
Si 0.0238 0.0308 0.0177
Si -0.069 0.0666 0.0232
Si -0.0063 -0.0268 -0.0412
Si 0.017 -0.1542 0.0188
Si 0.1078 -0.028 0.0318
Si -0.0055 0.015 -0.0578
Si 0.036 -0.121 0.029
Si -0.0005 0.0024 -0.0525
Si 0.0274 0.0086 -0.0487
Si 0.1063 -0.0398 0.0292
Si -0.203 -0.1088 -0.6061
Si -0.133 0.3494 0.5739
Si 0.0742 0.0928 -0.2698
Si -0.3895 0.1804 0.4824
Si -0.2554 0.1712 0.5646
Si 0.0424 -0.114 -0.6653
Si -0.2514 0.2748 0.292
Si 0.0335 -0.0146 -0.3433
Si -0.0075 -0.0086 -0.0142
Si 0.0033 -0.0053 -0.0029
Si 0.0066 0.0131 -0.0101
Si 0.0022 0.0036 -0.0004
Si 0.01 0.003 -0.0039
Si -0.0138 0.003 -0.0076
Si -0.0063 -0.0023 -0.0055
Si 0.0086 0.0067 -0.021
Si 0.0041 0.0231 0.0228
Si 0.0037 0.0106 0.0087
Si 0.0015 -0.0157 -0.0018
Si -0.0197 0.0017 0.0207
Si -0.0036 -0.0132 0.0003
Si -0.0013 0.0038 0.0153
Si -0.0159 -0.0068 0.0178
Si 0.0164 -0.0078 0.0004
Si 0.0008 -0.0089 -0.0415
Si 0.0031 -0.0205 -0.018
Si 0.028 0.0125 -0.0037
Si -0.0052 0.013 -0.0168
Si 0.0083 -0.014 0.0008
Si 0.0005 0.0172 -0.0219
Si 0.0008 0.0191 -0.0195
Si 0.0056 -0.0104 0.011
O 0.0104 0.0025 0.0434
O 0.0038 -0.0031 0.0325
O -0.0086 0.005 0.0294
O 0.0036 -0.0084 0.0114
O -0.0004 0.0079 0.0491
O 0.0033 -0.0206 0.0542
O -0.0048 0.0041 0.0124
O -0.0009 -0.0051 0.0111
O 0.0038 -0.0045 -0.0092
O -0.0044 -0.0062 -0.0293
O 0.0061 -0.0041 -0.029
O 0.0005 -0.0088 -0.0138
O 0.004 -0.004 -0.0345
O 0.0081 -0.0031 -0.0181
O -0.0091 0.0008 -0.0473
O 0.0026 -0.0007 -0.0151
Si 0.0004 -0.0002 -0.0015
Si -0.0004 0.0002 -0.0016
Si 0.0017 0.0129 -0.0119
Si -0.0061 0.002 -0.0004
Si -0.0072 0.0005 -0.0135
Si -0.0035 0.0042 -0.0025
Si 0.0012 -0.0068 0.0197
Si -0.0177 -0.0097 -0.044
Si -0.0138 -0.0006 0.0218
Si 0.0037 -0.0039 0.019
Si -0.0079 -0.0014 0.0045
Si -0.0055 0.0012 0.0189
Si 0.007 0.0076 0.001
Si -0.0078 0.006 0.027
Si -0.003 -0.0047 0.0032
Si 0.0022 -0.0037 -0.0008
Si -0.0019 0.0011 -0.0012
Si 0.0051 -0.0017 -0.01
Si -0.0019 -0.0028 0.003
Si 0.0088 -0.0023 0.0298
Si -0.0048 -0.0019 0.0067
Si -0.0103 -0.0061 -0.0253
Si -0.0012 -0.0022 -0.0009
Si 0.005 0.002 0.0044
Si 0.0064 -0.0009 0.0021
Si -0.0314 -0.0024 -0.0226
Si -0.0053 -0.0043 -0.0046
Si -0.0057 -0.0068 0.0302
Si -0.0005 0.0012 -0.0008
Si 0.0034 0.0183 -0.0153
Si -0.0008 -0.0041 0.0132
Si -0.0059 -0.0046 -0.0056
Si 0.0021 -0.0017 -0.0023
Si -0.0007 0 -0.0019
Si 0.0037 0.0085 -0.0231
Si -0.0006 -0.0012 0.0003
O 0.0024 -0.0029 -0.0029
O -0.0027 -0.0005 0.0019
O -0.0027 0.0044 -0.0023
O -0.0009 -0.0004 -0.0002
O -0.0003 -0.0029 0.0008
O -0.0011 -0.0019 0.0019
O 0.0048 0.0025 -0.0042
O 0.0025 -0.0023 -0.0022
O 0.0015 0.0012 -0.0016
O 0.0032 -0.0085 0.0015
O -0.0035 -0.0012 -0.0001
O 0.0225 -0.0095 0.0001
O -0.0016 0.0048 0.0023
O 0.0003 0.0006 0.0008
O -0.0049 -0.0021 0.0014
O -0.0021 0.0006 -0.0013
O -0.0024 -0.006 0.003
O 0.0014 0.0015 -0.0037
O 0 -0.0009 0.0023
O 0.0036 -0.0006 -0.0044
O 0.0015 0.0008 -0.0116
O 0.0009 -0.0042 -0.0014
O -0.001 0.0025 0.0019
O 0.0033 -0.0022 -0.0022
O 0.0017 0.0041 -0.003
O 0 -0.0014 0.0003
O 0.0077 -0.0047 0.0069
O -0.0008 -0.0005 0.0023
O -0.0018 -0.0053 0.0018
O 0.0147 0.0054 -0.0169
O 0.0025 0.0003 0.0029
O -0.0018 0.0078 -0.0034
O -0.0007 0.0002 -0.0013
O -0.007 -0.0135 -0.0058
O -0.0003 -0.0013 -0.0006
O -0.0077 0.0044 -0.0002
O 0.0006 0.0063 -0.0016
O 0.0008 -0.0007 0.0034
O -0.0003 -0.0012 0.0001
O -0.0052 -0.0047 -0.0099
O 0.0032 0.0043 -0.0102
O -0.0012 0.0007 0.0016
O -0.0028 0.0207 -0.0137
O 0.0008 -0.001 -0.0021
O -0.0013 0.0009 -0.0004
O -0.0018 0.0013 0.0007
O -0.0009 0.0017 0.0126
O 0.0054 0.0018 -0.0054
O 0 -0.0012 -0.0041
O -0.0038 0.0006 0.0012
O 0.0006 -0.0024 -0.0005
O -0.0063 -0.0033 -0.0093
O 0.0082 0.0018 -0.0049
O -0.0095 -0.0019 -0.0051
O 0.0018 0.0021 0.0039
O -0.0035 0.0014 0.0005
O 0.0004 -0.0006 -0.0024
O 0.0061 0.0024 0.0025
O -0.0063 -0.0009 -0.0057
O -0.0014 -0.0011 0.0014
O -0.0025 0 0.0008
O 0.004 0.0096 -0.0068
O 0.0026 -0.0029 0.007
O -0.0016 -0.0015 -0.0013

The program warned: the cutoff lies below the one the program advises for these potential files; the forces do not sum to zero within the program's tolerance; the exchange-correlation potential is rough where the density is thin.
